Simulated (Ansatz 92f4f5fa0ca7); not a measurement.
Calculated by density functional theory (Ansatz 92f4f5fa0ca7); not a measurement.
Periodic cell of 444 atoms, Si256O116H72, with a vacuum gap, from a study of silicon, its oxide and their interface. The atomic structure is a simulated model.

Settings
functional: r2SCAN
potential files: Ansatz PAW
basis: plane waves
wave-function cutoff: 800 eV
density cutoff ratio: 5
exchange-correlation grid ratio: 1
k mesh: 1 x 1 x 1, Gamma-centred
self-consistency stop: 2e-11 eV per atom in the density residual
occupations: fixed
spin: none
net charge: 0
applied field: sawtooth along c, amplitude +0.015 V/angstrom in the program's sign convention, ramp centred at 0.9865 of c and 0.0269 of c wide, no dipole correction

Cell vectors (angstrom)
a 16.332 0 0
b 0 16.332 0
c 0 0 37.109

Atoms: element, x, y, z (angstrom)
Si 1.4259 -1.0018 21.7521
Si 3.395 1.3845 21.8239
Si -1.4289 3.9365 24.5101
Si 3.828 8.2239 22.1097
Si -0.1686 11.6566 22.8343
Si 2.8236 14.0551 23.1206
Si 7.263 -3.7151 20.849
Si 7.2653 1.0473 22.7876
Si 4.5576 6.1114 23.8229
Si 9.8604 10.994 23.1711
Si 8.2239 12.7346 22.9693
Si 11.8815 14.3065 21.32
Si 9.2951 -1.4061 22.9352
Si 18.1001 6.2743 20.7448
Si 10.2832 5.3451 23.5701
Si 11.8909 6.509 24.8454
Si 12.3305 12.3293 24.73
Si 13.7914 13.703 23.5229
Si 1.231 1.3574 24.7181
Si 4.0163 3.9844 24.7011
Si 1.6266 6.3773 24.8591
Si 4.3434 9.8708 24.6862
Si 1.4955 12.4723 24.3429
Si 4.1886 15.1914 24.6343
Si 7.5531 1.959 24.9047
Si 9.1982 3.7626 24.9762
Si 6.5984 6.7549 24.8216
Si 8.0639 10.816 26.1137
Si 6.6472 12.037 24.6768
Si 10.2382 15.5775 24.962
Si 13.4064 2.1419 23.6181
Si 11.9693 1.0082 25.1306
Si 15.0849 9.2982 24.625
Si 12.9842 7.6135 23.1555
Si 12.6226 11.8568 20.1505
Si 14.8863 15.058 25.0384
Si -0.0999 2.7138 26.1035
Si 2.7181 0.0558 26.027
Si 0.2453 8.0562 25.952
Si 2.7948 5.1688 26.3997
Si 0.1289 13.6355 25.9961
Si 2.7176 11.0444 25.8881
Si 5.582 2.7664 25.9912
Si 8.4125 0.1538 26.1718
Si 5.42 8.2806 26.1374
Si 8.0479 5.4382 26.1998
Si 5.5059 13.7031 25.934
Si 9.2042 9.3338 24.6626
Si 10.8672 2.7186 26.2984
Si 13.543 -0.0436 26.467
Si 10.7719 8.1747 26.0446
Si 13.6375 5.3752 25.9706
Si 11.0262 13.6876 26.1617
Si 13.6662 10.7729 25.9451
Si 1.2758 3.9366 27.6011
Si 4.1383 1.4022 27.3473
Si 1.4657 9.5525 27.3153
Si 4.0963 6.8212 27.5002
Si 1.4206 14.9922 27.4335
Si 4.0873 12.3585 27.3312
Si 6.7255 4.1084 27.5637
Si 9.585 1.407 27.7242
Si 6.7619 9.552 27.5756
Si 9.4713 6.8305 27.4702
Si 6.8997 15.0313 27.3168
Si 9.5204 12.2608 27.3388
Si 12.3295 4.099 27.4845
Si 14.9675 1.4043 27.5864
Si 12.2472 9.5041 27.3458
Si 15.0395 6.7773 27.3001
Si 12.2662 14.8744 27.7418
Si 15.0537 12.189 27.3095
Si 0.054 0.0098 28.8337
Si 2.762 2.647 28.8459
Si -0.0405 5.4458 28.8262
Si 2.7236 8.2052 28.8049
Si 0.0552 10.8541 28.7098
Si 2.7626 13.63 28.7926
Si 5.4779 0.0107 28.712
Si 8.1149 2.7552 28.9196
Si 5.417 5.4882 28.91
Si 8.1456 8.1622 28.8744
Si 5.3675 10.965 28.8033
Si 8.1741 13.6299 28.7274
Si 10.92 -0.0106 29.0116
Si 13.6182 2.7635 28.9299
Si 10.899 5.4657 28.7934
Si 13.6474 8.1382 28.6874
Si 10.8902 10.88 28.707
Si 13.7299 13.4812 28.8523
Si 1.4148 1.3384 30.2364
Si 4.0469 4.0813 30.2066
Si 1.3344 6.8253 30.1593
Si 4.0509 9.5658 30.1949
Si 1.3896 12.2266 30.1209
Si 4.1257 14.997 30.1288
Si 6.7554 1.3403 30.1948
Si 9.5218 4.1229 30.1923
Si 6.8038 6.8209 30.2504
Si 9.5646 9.5343 30.1449
Si 6.7953 12.3008 30.1215
Si 9.473 14.9479 30.2047
Si 12.2872 1.3908 30.2931
Si 14.9776 4.1231 30.2757
Si 12.296 6.8211 30.1267
Si 14.9971 9.5085 30.0745
Si 12.2523 12.1662 30.1302
Si 15.0274 14.9526 30.1654
Si 0.0532 2.7471 6.9904
Si 2.7635 -0.0282 6.9426
Si -0.0078 8.1976 6.9146
Si 2.6746 5.4349 6.9326
Si 0.0502 13.5985 6.8884
Si 2.692 10.8982 6.976
Si 5.4132 2.7077 6.9499
Si 8.1177 -0.0119 6.9555
Si 5.4113 8.1893 6.9454
Si 8.1668 5.4515 6.9706
Si 5.4697 13.6591 6.9111
Si 8.1531 10.8889 6.8452
Si 10.8612 2.7629 6.9616
Si 13.6739 -0.0149 6.949
Si 10.9393 8.1607 6.9033
Si 13.6099 5.5128 6.9856
Si 10.8709 13.5587 6.8552
Si 13.6018 10.8079 6.863
Si 1.3754 4.1243 8.4118
Si 4.0823 1.3377 8.3222
Si 1.3262 9.5145 8.3551
Si 4.0517 6.7734 8.2715
Si 1.3819 14.9612 8.2806
Si 4.0974 12.3075 8.2627
Si 6.7854 4.0702 8.3033
Si 9.4828 1.3797 8.2849
Si 6.7922 9.5648 8.253
Si 9.5486 6.8178 8.2751
Si 6.7927 14.9774 8.3558
Si 9.5116 12.2107 8.2219
Si 12.1948 4.1638 8.2986
Si 15.0369 1.3446 8.3287
Si 12.3154 9.4587 8.3122
Si 14.9951 6.8836 8.3477
Si 12.2106 14.9467 8.1863
Si 14.9335 12.2476 8.1474
Si 0.0308 -0.0705 9.7228
Si 2.7115 2.6376 9.7126
Si 0.056 5.6063 9.7536
Si 2.758 8.1089 9.6931
Si -0.1216 10.948 9.5848
Si 2.7803 13.6926 9.6422
Si 5.4698 0.057 9.7289
Si 8.1749 2.7691 9.6807
Si 5.3597 5.3755 9.6552
Si 8.1311 8.1525 9.575
Si 5.4531 10.9487 9.618
Si 8.153 13.5225 9.635
Si 10.8513 -0.0451 9.5514
Si 13.6063 2.7826 9.5386
Si 10.8577 5.5047 9.7336
Si 13.6697 8.181 9.8118
Si 10.8776 10.8367 9.541
Si 13.5522 13.5749 9.5049
Si 1.3935 1.2812 11.1453
Si 4.0745 3.9473 11.0926
Si 1.4609 6.8876 11.2872
Si 4.1203 9.5618 10.9453
Si 1.3386 12.2906 10.8153
Si 4.1116 15.0417 11.0893
Si 6.8415 1.4557 11.0809
Si 9.4846 4.1338 11.1042
Si 6.7379 6.7802 10.9163
Si 9.4925 9.5225 10.8897
Si 6.7666 12.2403 11.0838
Si 9.5184 14.8881 10.9373
Si 12.2225 1.3788 10.7987
Si 16.2117 2.7731 12.1537
Si 12.2134 6.8334 11.146
Si 14.9809 9.6601 11.1692
Si 12.2363 12.2046 10.8648
Si 14.8521 14.8725 10.9343
Si -1.4245 4.2106 10.8958
Si 2.9291 0.1198 12.6175
Si 2.2665 9.1813 16.7812
Si 4.4074 5.9283 13.8872
Si -0.0645 13.5248 12.2324
Si 2.3957 10.6605 12.0984
Si 6.8584 4.0769 16.285
Si 8.1313 -0.1018 12.2445
Si 5.5457 8.2575 12.3242
Si 8.0307 5.5029 12.4195
Si 6.5758 15.2231 13.7138
Si 8.1119 10.7513 12.3367
Si 12.7171 3.348 13.5411
Si 13.589 0.086 12.174
Si 10.7812 8.2625 12.3864
Si 13.4737 5.3174 12.453
Si 9.7612 11.7771 13.5437
Si 13.351 10.9073 12.4821
Si 0.9929 3.991 13.766
Si 4.4842 1.2621 14.0119
Si 0.6182 8.9357 12.3723
Si 2.6793 5.1536 12.5453
Si 1.9214 14.8413 13.9637
Si 3.5975 12.1873 13.4685
Si 5.5596 2.8035 12.5964
Si 9.7655 0.9916 13.4841
Si 7.3173 8.9861 13.6672
Si 9.0123 7.2942 13.5151
Si 5.3379 13.5536 12.4477
Si 10.7928 13.388 12.2322
Si 10.89 2.6348 12.2605
Si 14.5434 1.8178 13.4053
Si 14.6654 11.7476 14.2212
Si 15.2661 6.1969 14.8001
Si 12.2568 15.5004 13.7916
Si 11.5114 10.0745 13.7107
Si -0.8826 37.4229 17.3194
Si 17.6487 -18.9901 19.0311
Si -7.0238 8.4642 17.9054
Si -4.7974 36.1691 21.493
Si 23.1491 8.9318 15.9983
Si 20.7944 -9.2119 16.5553
Si -12.4182 4.9936 18.7402
Si 25.0637 13.8706 18.4615
Si -8.2064 -8.6643 23.2849
Si -7.3043 2.0213 16.2465
Si 7.5136 7.989 20.1744
Si 11.4506 9.4021 21.3478
Si 11.543 3.5705 16.442
Si -13.9628 2.9201 23.4029
Si 14.432 25.2717 18.5473
Si 16.316 25.4591 14.6261
Si 10.445 6.4992 16.255
Si -19.9883 23.5012 20.3335
Si -4.3912 8.9836 16.653
Si 4.9156 14.7127 21.1351
Si 7.8747 13.1932 15.549
Si -12.0503 2.4779 16.9123
Si 13.0152 20.8713 19.0117
Si -0.7177 -21.0811 19.853
Si 0.7247 4.7454 23.3442
Si -2.3828 -2.057 16.0387
Si 19.8828 -4.6389 18.1259
Si 16.8488 -0.7834 16.6609
Si 6.4084 4.6064 13.9157
Si -25.8175 21.3638 19.1393
Si -11.5872 -15.5957 19.2839
Si -20.8009 13.8867 18.4301
Si -0.0148 18.4617 15.9017
Si 24.9216 19.0074 20.4886
Si 21.6455 -4.7973 15.8519
Si 16.7873 7.1431 18.2485
Si 5.4578 -6.2316 20.1421
Si -0.526 0.2298 23.562
Si 21.4457 0.0606 22.8092
Si 7.851 33.1824 18.6105
O -3.9322 -22.3556 20.4126
O -2.148 12.2449 20.2027
O -16.2184 11.3749 21.2431
O -8.4508 3.9101 19.7082
O -13.2685 -9.5046 24.1167
O -4.298 -4.0359 18.718
O 10.7355 4.9371 16.1997
O -11.9094 -0.7922 19.78
O 12.2933 18.8133 22.4765
O -7.9971 19.7886 16.3935
O 7.2578 22.7714 19.8076
O 4.0152 5.9986 15.472
O 10.6545 -7.0077 17.5972
O -17.7117 -19.9188 22.8699
O 2.7545 5.2997 19.8556
O 4.2533 11.279 14.6601
O -0.6137 10.2335 23.4578
O 5.3074 4.6346 19.514
O -5.8902 -1.4553 21.7607
O 13.2898 9.3233 17.4697
O 12.9348 -2.0823 17.2987
O -0.4562 12.4387 13.3893
O 7.6423 24.5024 21.7922
O 19.922 9.183 23.4151
O 4.5533 7.476 13.3825
O -18.049 17.5488 23.0114
O 1.1288 14.8881 17.9926
O 8.2552 16.1045 22.4734
O 13.825 -8.1797 19.8047
O -4.3971 -22.8117 15.2909
O 15.3928 31.2137 16.4278
O 44.8914 9.0044 22.7226
O -3.1207 23.0442 21.8042
O 20.2095 34.6287 15.3969
O -8.7835 -1.6879 14.9045
O 11.1712 4.8626 22.288
O -6.237 2.9912 20.9837
O -2.1988 12.7906 15.3708
O 8.8252 17.7473 19.5186
O -8.0789 0.8813 17.0849
O 9.6368 -9.4308 17.598
O -8.2415 -1.0423 18.858
O -10.0035 25.2186 19.5172
O -1.2135 17.9285 14.9434
O 18.8704 10.6172 17.4613
O 28.0734 -2.3175 13.431
O 11.8083 7.4048 16.2261
O 33.8022 2.8802 14.9956
O -3.078 -17.3315 15.0437
O -5.7584 2.2862 16.6511
O -12.1475 18.1064 20.4249
O 3.6396 -7.8465 16.3165
O 3.5686 3.7709 17.6712
O -7.0881 22.8175 23.0106
O -3.9579 6.0072 19.2629
O -0.9117 7.8824 17.8542
O 14.2426 -10.061 13.5596
O 6.3424 0.8831 19.062
O 10.1258 -6.1004 21.725
O 8.1634 8.9954 16.8898
O 12.2072 31.0785 19.7874
O 25.8104 39.5287 15.0248
O 15.3035 10.21 19.0476
O 17.3008 21.7322 21.8516
O -17.3873 10.3735 14.8872
O -8.3098 13.2934 17.1379
O 12.4132 3.7368 17.7701
O 14.6164 5.4626 16.0995
O 2.1638 0.3994 21.3587
O 4.1613 6.4134 17.9747
O 15.6701 7.7206 15.1284
O 0.2196 5.3071 14.3686
O 10.9491 -16.2627 14.1607
O 22.8459 11.1756 20.7461
O 0.4693 0.8412 16.7562
O 5.872 -6.1694 16.4734
O -5.041 -8.3274 20.5398
O 20.4128 33.8417 17.872
O 16.4507 28.9171 18.9016
O 6.8658 5.1635 17.5073
O 2.7141 -3.4442 18.8051
O 5.5036 10.9334 24.145
O 0.5997 -9.4373 19.8256
O -11.5098 6.9386 22.4011
O 5.5657 16.3717 14.3595
O -6.0351 14.1028 18.0965
O 22.8941 -4.0165 15.2079
O -7.1337 -20.169 14.9332
O -10.4943 2.8914 16.7406
O 4.4929 27.239 19.1553
O 0.5332 14.7537 13.1242
O 6.0144 7.547 16.3198
O 11.2537 -4.7307 23.7406
O 1.5581 -1.096 15.475
O 3.836 29.9928 21.8153
O 15.8077 19.5685 16.9603
O 14.5924 4.7343 18.7021
O 8.4011 12.8398 19.6787
O -3.6938 20.0452 20.3355
O 16.7786 22.0118 17.5297
O 17.599 -1.9904 20.4908
O -23.7635 1.6247 14.6986
O 6.1723 13.8133 20.6563
O 8.8433 -7.7754 19.4399
O -14.6793 8.1112 17.8138
O -3.2794 14.6611 22.3865
O 17.6236 9.4275 15.5298
O 4.4929 9.3245 21.1542
O -0.0661 -0.6184 22.2447
O 35.1886 -8.7768 21.4088
O 11.8202 -3.6497 21.2895
O -3.8419 3.3558 15.1675
O 14.3998 8.0594 23.8033
O 4.5379 12.3484 17.0111
O -13.7021 13.3731 14.0612
O 40.2702 2.2296 21.7044
H 2.2312 0.5112 31.1688
H 0.6071 2.1741 31.1688
H 4.8665 3.2573 31.139
H 3.2195 4.8975 31.139
H 0.5218 7.6561 31.0917
H 2.141 5.9885 31.0917
H 4.8679 8.7391 31.1273
H 3.2211 10.3794 31.1273
H 0.5777 13.0582 31.0534
H 2.2033 11.3967 31.0534
H 4.9494 14.177 31.0612
H 3.287 15.8016 31.0612
H 7.5803 0.5216 31.1272
H 5.9413 2.1697 31.1272
H 10.3374 3.2948 31.1248
H 8.692 4.9365 31.1248
H 7.6237 5.9972 31.1829
H 5.9748 7.6355 31.1829
H 10.3867 8.7128 31.0774
H 8.7261 10.339 31.0774
H 5.9835 13.1325 31.0539
H 7.6009 11.4631 31.0539
H 10.2973 14.1287 31.1371
H 8.6563 15.7748 31.1371
H 11.4497 2.1966 31.2256
H 13.1034 0.5634 31.2256
H 15.8087 3.3107 31.2081
H 14.1624 4.9514 31.2081
H 11.469 7.6376 31.0591
H 13.1195 6.001 31.0591
H 15.8239 8.6918 31.007
H 14.1466 10.3006 31.007
H 11.4338 12.9912 31.0627
H 13.0714 11.3417 31.0627
H 15.8494 14.131 31.0979
H 14.2089 15.7777 31.0979
H 0.861 1.9115 6.058
H -0.7779 3.5595 6.058
H 3.6022 -0.8328 6.0102
H 1.9472 0.799 6.0102
H 0.8048 7.3667 5.9821
H -0.8346 9.0143 5.9821
H 1.868 6.2717 6.0002
H 3.502 4.6188 6.0002
H -0.7718 14.4201 5.9559
H 0.8621 12.7669 5.9559
H 3.5218 10.0846 6.0435
H 1.8783 11.7281 6.0435
H 4.5936 3.5316 6.0174
H 6.2274 1.8782 6.0174
H 8.9344 -0.8388 6.0231
H 7.2929 0.8068 6.0231
H 6.2402 7.3747 6.013
H 4.5944 9.0159 6.013
H 8.9967 4.6378 6.0381
H 7.3469 6.2752 6.0381
H 4.646 14.479 5.9787
H 6.2814 12.8273 5.9787
H 7.3475 11.7266 5.9128
H 8.9916 10.0842 5.9128
H 11.6987 1.9571 6.0292
H 10.0457 3.5909 6.0292
H 14.4923 -0.84 6.0166
H 12.8577 0.8125 6.0166
H 11.7663 7.3441 5.9709
H 10.1172 8.9822 5.9709
H 14.4251 4.6844 6.0531
H 12.7863 6.3328 6.0531
H 11.6894 12.7336 5.9227
H 10.0465 14.3779 5.9227
H 14.4523 10.0159 5.9306
H 12.7826 11.6324 5.9306

Results
free energy: -231029.880 eV
free energy less fixed offsets of H -15.71, O -570.45, Si -639.56 eV per atom: 0.800 eV

Forces (eV/angstrom), in the order of the atoms: element, x, y, z
Si -0.0011 0.0104 0.0109
Si -0.0099 0.0034 0.0268
Si -0.0066 0.0063 0.0027
Si -0.0035 -0.0062 0.0482
Si -0.0066 0.0072 0.0249
Si 0.0034 -0.0109 0.001
Si -0.0123 0.0034 0.029
Si -0.0055 -0.0098 0.0167
Si 0.0055 -0.0058 0.017
Si 0.0193 0.006 0.0151
Si 0.0047 0.0007 -0.0008
Si 0.0052 -0.0024 0.0414
Si 0.0047 -0.006 0.0118
Si 0.0003 0.0041 0.0446
Si -0.0123 -0.0046 0.0145
Si 0.0027 0.0048 0.0085
Si 0.0103 -0.0035 0.0032
Si 0.0005 0.0117 0.027
Si 0.0137 -0.0043 -0.0036
Si -0.0072 0.0007 -0.0125
Si 0.002 -0.0136 0.0112
Si -0.0194 -0.0104 0.0224
Si -0.0094 -0.0026 0.0067
Si 0.0079 0.0122 0.0091
Si -0.0058 -0.0141 0.0096
Si 0.0025 0.0128 0.0147
Si -0.0036 -0.0052 -0.0127
Si -0.0004 -0.0195 0.0178
Si -0.0133 0 0.0061
Si -0.0125 -0.0086 0.0116
Si -0.0121 -0.02 0.0274
Si 0.0219 0.0153 -0.005
Si -0.0107 0.0006 0.0146
Si 0.0101 0.0115 0.0154
Si 0.0025 -0.002 0.0248
Si 0.0028 -0.0031 -0.0071
Si 0.0072 -0.0022 0.0066
Si -0.0145 -0.0085 0.0109
Si 0.0134 0.0069 0.0026
Si -0.009 0.0396 -0.0277
Si -0.0109 0.0053 0.0069
Si 0.0192 -0.0183 0.0004
Si -0.0123 0.0141 0.0077
Si 0.0148 0.0069 -0.0048
Si 0.012 -0.0012 0.0028
Si -0.0199 0.0145 -0.0016
Si -0.0066 -0.0128 0.0126
Si 0.0111 -0.0012 -0.0075
Si -0.0036 -0.0214 -0.0114
Si -0.0195 -0.0133 -0.0215
Si -0.01 0.011 0.0082
Si 0.0105 -0.0067 0.011
Si 0.0158 0.0089 0.0032
Si -0.0014 0.0167 -0.0028
Si 0.0095 0.0091 0.0185
Si -0.0037 -0.0089 0.0264
Si 0.0028 0.0124 0.0198
Si 0.0128 0.006 0.0089
Si 0.0056 -0.0001 0.0046
Si -0.008 -0.0093 0.0265
Si 0.037 0.0071 0.0221
Si -0.0065 -0.0134 0.0125
Si -0.0237 -0.0261 0.0074
Si 0.0063 -0.031 0.0217
Si 0.0052 0.0356 0.0202
Si 0.0082 0.0072 0.0196
Si -0.0179 0.0097 0.0288
Si -0.0155 -0.0087 0.0331
Si 0.0123 -0.0159 0.0095
Si -0.0139 0.0054 0.0252
Si 0.0096 0.0283 0.0041
Si -0.0213 0.0079 0.0189
Si 0.0722 -0.0691 0.2057
Si 0.0099 0.0037 0.2417
Si -0.0109 0.009 0.2262
Si -0.0252 -0.0057 0.1865
Si 0.0043 -0.0032 0.1765
Si -0.0358 0.0291 0.1664
Si 0.0049 -0.0538 0.2216
Si -0.0234 0.0122 0.1948
Si -0.0184 0.0056 0.2284
Si -0.0193 0.0645 0.214
Si 0.027 -0.0097 0.1823
Si 0.0229 -0.0533 0.2472
Si 0.0304 -0.0308 0.2258
Si 0.0236 0.0071 0.2632
Si -0.0348 0.0492 0.177
Si -0.023 0.0298 0.1705
Si 0.0102 -0.0296 0.2391
Si 0.011 -0.0332 0.1993
Si 0.1051 -0.3433 0.3304
Si -0.009 0.1381 0.3271
Si 0.0354 0.1468 0.0951
Si 0.0291 0.0688 0.1673
Si 0.0082 0.0421 -0.0046
Si -0.0051 -0.0837 0.0793
Si 0.1111 0.1714 0.3036
Si 0.0157 0.0391 0.3306
Si -0.051 -0.022 0.4837
Si -0.1721 0.0165 0.2163
Si -0.1429 -0.0249 0.1524
Si 0.193 0.0066 0.5123
Si -0.0674 -0.1702 0.5837
Si -0.0577 0.0612 0.2935
Si -0.0793 -0.0456 0.0747
Si 0.0364 -0.0219 0.0045
Si 0.3266 0.0024 0.3489
Si 0.1143 -0.2575 0.3381
Si -0.1499 -0.0347 -0.0431
Si -0.178 0.1428 -0.3405
Si 0.0788 0.0358 -0.0871
Si 0.1943 -0.0298 -0.2105
Si -0.2073 0.0562 -0.3735
Si 0.0744 0.0197 -0.0235
Si 0.1394 0.0385 -0.2617
Si 0.1437 0.1419 -0.25
Si 0.0049 -0.1351 -0.2937
Si -0.1218 -0.033 -0.3676
Si -0.1177 -0.1068 -0.1811
Si 0.0039 -0.1247 -0.2877
Si -0.0067 -0.0026 -0.3804
Si -0.1597 0.0726 -0.3405
Si -0.0758 -0.1796 -0.1006
Si 0.0091 -0.0606 -0.124
Si -0.0663 0.2075 -0.4416
Si 0.0303 0.2774 -0.3034
Si 0.0058 -0.0353 -0.2251
Si 0.0044 -0.0008 -0.2197
Si 0.0621 -0.0506 -0.172
Si 0.028 -0.0245 -0.194
Si -0.0846 0.1185 -0.23
Si 0.0077 -0.0152 -0.1684
Si -0.0456 0.046 -0.195
Si -0.0107 -0.0183 -0.1972
Si 0.0158 -0.0056 -0.2233
Si 0.0209 0.0201 -0.2077
Si 0.019 -0.0155 -0.2191
Si -0.034 0.0329 -0.2524
Si 0.0625 -0.0484 -0.2042
Si -0.0605 0.0875 -0.2019
Si -0.0532 0.0303 -0.2451
Si 0.0505 -0.0799 -0.1967
Si -0.017 0.0407 -0.2281
Si 0.0002 -0.0089 -0.1899
Si -0.0183 -0.0319 -0.0188
Si 0.0053 0.0193 -0.0181
Si -0.005 0.0062 -0.018
Si 0.001 0.0135 -0.0135
Si 0.0059 0.0175 -0.0244
Si 0.0173 -0.0323 -0.0292
Si -0.0117 -0.0031 -0.024
Si 0.0155 0.0055 -0.0228
Si 0.0066 0.0065 -0.0111
Si -0.0248 -0.0291 -0.0161
Si -0.0089 0.0062 -0.0174
Si -0.0078 -0.0071 -0.0147
Si 0.0057 -0.0013 -0.0111
Si -0.0009 -0.0172 0.0092
Si -0.0223 -0.0151 -0.0334
Si 0.0229 0.0011 -0.0363
Si 0.0028 0.0116 -0.0168
Si 0.0056 0.0034 -0.0152
Si -0.0097 0.0037 -0.0067
Si 0.0005 0.0153 -0.0056
Si 0.0198 -0.0111 -0.0149
Si -0.0022 -0.0102 0.0084
Si -0.0085 -0.0058 0.0177
Si -0.0069 -0.005 -0.01
Si 0.013 0.0024 -0.0122
Si 0.0024 -0.0003 -0.0005
Si -0.0153 0.0078 0.0119
Si -0.0151 -0.0028 -0.0045
Si 0.0023 -0.0105 -0.0155
Si 0.0028 0.0135 -0.0014
Si 0.0009 -0.004 0.0082
Si -0.0095 0.0118 0.0013
Si -0.0158 -0.0037 -0.0097
Si 0.021 0.0082 -0.0096
Si 0.006 0.0053 0.0036
Si -0.0002 0.0046 0.0126
Si 0.0075 -0.0167 0.0022
Si -0.0011 -0.0025 -0.0131
Si 0.0091 -0.0005 0.029
Si -0.009 0.0177 0.0144
Si -0.0044 0.0021 0.007
Si 0.0205 0.021 -0.0016
Si 0.0142 -0.0116 0.0433
Si -0.0047 -0.0127 0.0007
Si 0.0021 -0.0002 -0.0057
Si 0.0066 0.0087 -0.0153
Si 0.0144 0.0069 0.0055
Si 0.0096 0.0062 0.0067
Si 0.0015 -0.0128 0.0395
Si -0.0149 0.0036 -0.0022
Si -0.0071 0.0129 0.0002
Si 0.0328 0.0032 0.0029
Si -0.0008 -0.0001 0.0098
Si -0.0086 0.0071 -0.0211
Si -0.0026 -0.0063 0.011
Si 0.0086 0.0123 0.026
Si -0.0096 -0.003 0.0002
Si -0.0076 0 0.0038
Si -0.0165 -0.0128 0.0271
Si -0.0123 -0.0215 0.014
Si -0.0103 -0.0003 -0.0094
Si 0.0055 0.0159 0.0081
Si 0.0001 -0.0172 -0.0014
Si -0.0036 0.0001 0.0205
Si 0.002 -0.0013 -0.0006
Si -0.0048 -0.0063 0.0039
Si -0.0004 -0.0137 0.0033
Si 0.0031 -0.0013 0.0089
Si 0.0193 0.0111 0.0497
Si 0.007 -0.0071 0.037
Si 0.0138 0.0053 0.0063
Si -0.0037 0.009 0.0288
Si 0.0032 0.0045 0.032
Si -0.0048 -0.0021 0.0484
Si -0.0017 0.0037 0.0361
Si 0.0108 -0.0037 0.0337
Si 0.0031 0.0132 0.0277
Si -0.0151 0.0019 0.0267
Si -0.0085 0.0026 0.0408
Si 0.0015 -0.0056 0.0431
Si -0.0182 -0.0107 0.0338
Si -0.0023 0.0036 0.0333
Si -0.007 0.0046 0.0426
Si -0.0002 0.0062 0.0232
Si -0.0021 0.0067 0.0343
Si 0.0036 0.0091 0.0084
Si 0.0074 0.0007 0.036
Si 0.0024 -0.0103 0.0389
Si 0.0031 -0.0032 0.0236
Si -0.0025 0.0029 0.0307
Si 0.0032 -0.0042 0.0392
Si 0.0012 -0.0022 0.0341
Si -0.0126 -0.0096 0.0277
Si 0.0015 0.0027 0.0512
Si -0.006 0.0039 0.0378
Si 0.0045 0.0052 0.0348
Si 0.0162 0.0043 0.0114
Si -0.005 0.0111 0.0368
Si -0.0036 -0.0038 0.0379
Si -0.0016 -0.001 0.0413
Si 0.0033 0.0055 -0.0016
Si 0.0051 0.0035 0.0552
Si -0.002 -0.0058 0.0418
Si -0.005 -0.0049 0.044
Si 0.0005 0.0093 0.0243
Si 0.0015 -0.0031 0.0307
Si 0.0029 -0.0015 0.0355
Si -0.0015 -0.0023 0.0302
Si -0.0004 -0.002 0.0345
Si -0.0182 -0.0072 0.0167
Si -0.0045 -0.0059 -0.0001
Si 0.006 0.0022 0.0337
O 0.0012 -0.0021 -0.0016
O 0.0005 -0.0006 -0.0117
O -0.0051 -0.0019 -0.0211
O -0.0052 0.0048 -0.0143
O -0.006 -0.0204 -0.0069
O -0.0038 0.0089 -0.0183
O 0.0053 0.0067 -0.0077
O 0.0051 0.0088 -0.0231
O -0.0042 0.0126 -0.0222
O -0.0033 -0.004 -0.0181
O -0.0018 -0.0087 -0.0197
O 0.0094 -0.0027 -0.0327
O 0.0058 -0.0026 -0.0193
O 0.0031 -0.0056 -0.0034
O 0.012 -0.0063 -0.0232
O 0.0006 0.0089 -0.0152
O -0.0019 -0.0005 0.0029
O 0 0.0004 -0.0156
O 0.0039 0.0036 -0.0076
O -0.0153 0.0002 -0.024
O 0.0154 0.0002 -0.032
O -0.0055 -0.0024 -0.0203
O -0.0018 0.0016 -0.0358
O 0.0088 -0.0097 -0.0175
O -0.0003 -0.0133 -0.0152
O 0.0093 0.0054 -0.0113
O -0.0047 0.0108 -0.0377
O -0.0026 0.0062 -0.0076
O 0.0045 0.0046 -0.0161
O -0.0068 0.0004 -0.0414
O -0.0056 -0.0043 -0.01
O -0.0048 -0.0018 -0.0131
O -0.0047 0.0006 -0.0214
O 0.004 -0.0073 -0.0456
O -0.0139 0.0046 -0.0327
O 0.0058 -0.0023 -0.0135
O -0.0116 -0.0049 -0.013
O 0.0077 -0.0223 -0.0301
O -0.0096 -0.007 -0.0195
O -0.0001 0.0102 -0.0097
O 0.0021 -0.0042 -0.023
O -0.0016 0.0118 -0.0126
O 0.0043 -0.0027 -0.0131
O -0.0052 -0.0024 -0.02
O -0.0014 -0.0069 -0.0129
O -0.0088 -0.0097 -0.009
O -0.0078 0.0062 -0.011
O 0.0049 0.0013 -0.0126
O -0.0112 0.0037 -0.0144
O -0.0003 0.0104 -0.0186
O 0.0086 -0.008 -0.0274
O -0.0033 -0.006 -0.0051
O 0.0049 -0.0094 -0.0207
O 0.0121 -0.0052 -0.0131
O 0.0044 -0.0048 -0.0138
O 0.0006 0.0005 -0.0161
O -0.0142 0.0014 -0.0276
O 0.0058 0.0017 -0.0228
O 0.0098 -0.001 -0.0058
O -0.0094 0.0032 -0.0213
O -0.0023 -0.005 -0.0241
O 0.0042 0.005 -0.0159
O -0.0011 -0.0084 -0.0145
O 0.0001 0.0067 -0.0187
O -0.0109 0.0098 -0.0187
O -0.0084 -0.0044 -0.0439
O -0.0032 -0.0055 -0.026
O -0.0004 0.0056 -0.0198
O 0.0082 -0.0005 -0.013
O 0.0058 0.0076 -0.0251
O 0.0012 0.0038 -0.0105
O -0.002 -0.0033 -0.0053
O -0.001 -0.0032 -0.0159
O -0.0018 -0.0047 -0.0134
O -0.0015 -0.0014 -0.0201
O 0.0066 0.0026 -0.0196
O 0.0037 -0.0002 -0.0123
O -0.0016 0.0103 -0.0277
O 0.007 0.0053 -0.0153
O -0.0012 -0.0028 -0.0206
O 0.0068 -0.0082 -0.0109
O 0.0213 0.011 0.004
O -0.0056 0.005 -0.0274
O -0.0034 0.0091 0.0002
O -0.0072 -0.0055 -0.015
O -0.0008 0.0009 -0.0125
O 0.0036 0.0034 -0.0058
O 0.0075 -0.0075 -0.0246
O 0.0003 0.0136 -0.0303
O -0.0132 0.0061 -0.0246
O 0.0075 -0.0107 -0.0094
O 0.0018 0.0036 -0.0207
O -0.0245 -0.0134 -0.0126
O 0.0126 -0.0011 -0.048
O -0.0049 0.0124 -0.0035
O 0.0005 -0.0121 -0.017
O 0.0071 -0.002 -0.0182
O 0.009 0.0084 -0.0274
O 0.0034 0.0064 -0.022
O -0.0007 -0.0021 -0.0104
O 0.0031 -0.0153 -0.0312
O -0.0004 -0.008 -0.0244
O -0.0008 -0.0081 -0.0108
O 0.0109 -0.0008 -0.0258
O 0.004 0.0091 -0.0233
O -0.015 -0.0009 -0.0217
O -0.0078 0.0015 -0.0238
O 0.0071 0.0069 -0.0204
O 0.0115 0.0024 -0.0112
O -0.0049 -0.0069 -0.015
O 0.0018 -0.0024 -0.0164
O -0.006 0.0025 -0.0164
O -0.0099 -0.0112 -0.0123
O 0.0109 -0.0013 -0.0264
O 0.0038 0.0157 -0.0057
O 0.0145 0.016 -0.0235
H -0.4222 0.2683 -0.1386
H 0.1956 -0.137 -0.3406
H -0.2358 0.3089 -0.2459
H 0.1859 -0.3721 -0.2193
H 0.3388 -0.3891 -0.1988
H -0.1926 0.2919 -0.3107
H -0.1411 0.2855 -0.3258
H 0.3507 -0.4376 -0.1896
H 0.211 -0.3206 -0.298
H -0.3665 0.3821 -0.2819
H -0.2894 0.3909 -0.2501
H 0.3678 -0.2018 -0.3171
H -0.3314 0.2294 -0.2691
H 0.1266 -0.4166 -0.2563
H -0.2268 0.2343 -0.28
H 0.4433 -0.1755 -0.2341
H -0.3052 0.313 -0.2137
H 0.2653 -0.2186 -0.2326
H -0.2068 0.3409 -0.2511
H 0.3014 -0.1212 -0.2305
H 0.443 -0.2877 -0.2145
H -0.1716 0.1965 -0.306
H -0.326 0.0742 -0.2063
H 0.1605 -0.4241 -0.2422
H 0.2756 -0.2129 -0.2118
H -0.134 0.342 -0.1794
H -0.1397 0.2241 -0.2928
H 0.3528 -0.3445 -0.1704
H 0.3594 -0.1632 -0.2654
H -0.3218 0.3148 -0.3196
H -0.3771 0.3191 -0.2814
H 0.3399 -0.2225 -0.3113
H 0.2319 -0.1097 -0.3221
H -0.5313 0.1519 -0.1453
H -0.2282 0.4256 -0.1484
H 0.1269 -0.271 -0.3335
H -0.0896 0.3808 0.2726
H 0.2047 -0.2247 0.2577
H -0.3967 0.3191 0.2632
H 0.2603 -0.2175 0.2021
H -0.2925 0.2379 0.2781
H 0.4387 -0.3082 0.2705
H 0.1738 -0.3714 0.2889
H -0.3286 0.2163 0.2343
H 0.3671 -0.2189 0.1948
H -0.3097 0.4094 0.2139
H -0.3035 0.251 0.2658
H 0.2946 -0.4295 0.2691
H 0.2623 -0.2533 0.276
H -0.3212 0.2873 0.2155
H -0.1892 0.2349 0.291
H 0.2297 -0.3772 0.2311
H -0.2447 0.2563 0.2216
H 0.2417 -0.3513 0.2252
H -0.3961 0.2748 0.2137
H 0.2603 -0.2218 0.2477
H 0.4079 -0.323 0.2244
H -0.1734 0.3273 0.3061
H 0.2519 -0.3006 0.2399
H -0.2934 0.166 0.2327
H -0.1488 0.1836 0.272
H 0.2943 -0.4074 0.183
H -0.2942 0.3052 0.2593
H 0.2642 -0.1094 0.2184
H -0.4548 0.3401 0.1765
H 0.2705 -0.1135 0.3317
H -0.2008 0.1887 0.2738
H 0.5028 -0.2869 0.2343
H -0.2792 0.2282 0.2654
H 0.2137 -0.2674 0.1812
H -0.4322 0.3245 0.221
H 0.096 -0.3966 0.2447

The program warned: the cutoff lies below the one the program advises for these potential files; the forces do not sum to zero within the program's tolerance; empty levels may hold ghost states of the PAW files; the exchange-correlation potential is rough where the density is thin.
